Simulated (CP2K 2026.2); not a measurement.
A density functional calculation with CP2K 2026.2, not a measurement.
Periodic cell of 504 atoms, Si360O144, from a study of silicon, its oxide and their interface. The atomic structure is a simulated model.
Doubt: the forces sum to 3.01 eV/angstrom along one axis rather than to zero, so they err by at least 0.0060 eV/angstrom per atom on average; the grid cutoff is modest.

Settings: functional PBE; method Gaussian and plane waves; basis set DZVP-MOLOPT-SR-GTH; pseudopotentials GTH-PBE; grid cutoff 350 Ry, relative cutoff 50 Ry; k points Gamma only; occupations fixed; spin none; net charge 0.

Cell vectors (angstrom)
a	16.32	0	0
b	0	16.32	0
c	-1.3376	-0.2821	33.9582

Atoms and the computed forces on them: element, x, y, z (angstrom), force x, y, z (eV/angstrom)
Si	1.117	15.102	0.021	0.118	0.09	0.251
Si	4.145	1.129	0.152	-0.083	0.068	-0.372
Si	1.062	4.613	0.121	-0.011	-0.361	-0.343
Si	3.69	6.95	0.19	0.124	0.047	-0.18
Si	1.52	9.139	0.187	-0.034	-0.048	-0.289
Si	4.372	11.96	0.063	0.013	-0.107	-0.047
Si	5.056	14.996	33.938	0.184	-0.198	-0.437
Si	9.215	1.555	0.094	0.012	-0.032	-0.147
Si	5.699	3.53	33.853	-0.151	0.008	-0.203
Si	8.469	6.358	33.898	0.073	-0.006	-0.034
Si	5.23	9.452	33.923	-0.082	0.004	-0.12
Si	8.496	11.708	33.955	-0.158	0.167	-0.362
Si	12.454	14.711	0.19	-0.02	0.027	-0.147
Si	15.319	1.088	0.051	0.122	-0.015	-0.155
Si	12.02	4.389	0.056	0.075	-0.111	-0.029
Si	15.058	6.558	0.452	-0.18	0.003	-0.217
Si	12.114	9.709	0.055	-0.007	0.116	0.078
Si	14.81	12.629	0.091	0.035	-0.164	0.066
Si	2.685	16.234	1.478	-0.21	-0.108	-0.358
Si	5.378	2.768	1.316	0.204	0.002	-0.127
Si	2.572	5.547	1.657	0.027	-0.026	-0.215
Si	5.409	8.147	1.325	-0.098	0.098	-0.26
Si	2.709	10.836	1.356	0.086	-0.032	-0.178
Si	5.443	13.587	1.393	0.009	0.058	-0.174
Si	8.034	0.001	1.384	-0.112	0.068	-0.141
Si	10.833	2.751	1.359	0.033	0.134	-0.325
Si	8.164	5.449	1.24	0.128	-0.091	-0.176
Si	10.92	8.144	1.398	0.035	0.007	-0.218
Si	8.16	10.885	1.315	0.07	-0.015	-0.184
Si	10.83	13.591	1.436	0.144	-0.098	-0.099
Si	13.655	0.026	1.412	0.049	-0.082	-0.25
Si	0.098	2.73	1.352	0.018	0.133	-0.228
Si	13.526	5.326	1.648	-0.093	0.085	-0.3
Si	0.024	8.101	1.654	-0.04	-0.039	-0.232
Si	13.701	10.879	1.352	0.051	0.162	-0.219
Si	-0.001	13.668	1.533	-0.011	0.066	-0.357
Si	1.404	1.39	2.808	-0.003	0.019	0.045
Si	4.051	4.103	2.77	0.063	-0.096	0.012
Si	1.301	6.811	3.08	-0.021	0.011	0.23
Si	4.076	9.508	2.783	-0.006	-0.048	-0.012
Si	1.378	12.218	2.771	-0.029	-0.04	-0.017
Si	4.042	14.871	2.808	0.036	-0.029	0.144
Si	6.712	1.382	2.774	-0.104	0.05	0.048
Si	9.474	4.114	2.753	0.019	0.005	-0.044
Si	6.794	6.785	2.667	0.026	-0.027	0.009
Si	9.484	9.494	2.724	0.056	-0.027	0.118
Si	6.859	12.278	2.75	0.05	-0.029	0.025
Si	9.449	14.973	2.743	0.014	0.06	-0.018
Si	12.226	1.384	2.728	-0.011	-0.001	-0.073
Si	14.964	3.948	2.845	0.049	-0.134	0.069
Si	12.229	6.82	2.874	-0.05	0.141	0.092
Si	14.977	9.557	2.838	-0.138	0.102	0.044
Si	12.255	12.217	2.773	-0.019	-0.102	0.058
Si	14.957	15.009	2.879	-0.078	0.06	0.148
Si	0.017	0.055	4.213	-0.078	-0.041	-0.09
Si	2.749	2.731	4.194	-0.025	-0.054	-0.018
Si	-0.081	5.366	4.279	0.058	0.027	-0.034
Si	2.75	8.203	4.274	-0.006	0.018	-0.036
Si	0.012	10.911	4.192	0.005	-0.058	0.003
Si	2.702	13.546	4.199	0.051	0.063	0.012
Si	5.387	-0.02	4.159	0.055	0.057	-0.094
Si	8.12	2.731	4.144	-0.006	0.012	-0.092
Si	5.446	5.457	4.111	-0.026	0.013	0.005
Si	8.125	8.135	4.109	0.064	0.05	-0.038
Si	5.465	10.899	4.126	-0.066	-0.037	-0.074
Si	8.165	13.618	4.172	-0.038	-0.045	0.03
Si	10.849	0.011	4.09	-0.009	0.015	0.067
Si	13.557	2.661	4.203	0.117	0.021	0.042
Si	10.83	5.451	4.186	-0.047	-0.004	-0.058
Si	13.597	8.197	4.21	-0.027	-0.049	-0.023
Si	10.857	10.855	4.142	0.096	0.031	-0.166
Si	13.575	13.604	4.2	0.006	-0.005	-0.166
Si	1.344	14.989	16.509	0	0.014	0.022
Si	4.068	1.368	16.561	-0.011	0.004	0.046
Si	1.314	4.048	16.559	0.005	0.007	0.043
Si	4.063	6.792	16.54	0.002	0.014	0.047
Si	1.329	9.499	16.551	0.017	0.022	0.003
Si	4.103	12.262	16.49	0.014	-0.088	-0.004
Si	6.775	14.959	16.527	-0.003	0.058	0.024
Si	9.546	1.387	16.549	0.009	-0.056	0.021
Si	6.787	4.094	16.562	-0.006	0.019	0.058
Si	9.51	6.805	16.557	0.013	0.035	0.039
Si	6.809	9.534	16.534	0	-0.041	0.038
Si	9.509	12.255	16.527	-0.043	0.035	0.048
Si	12.218	14.981	16.551	-0.02	-0.027	0.051
Si	14.923	1.367	16.541	0.011	0.006	0.045
Si	12.224	4.077	16.574	0.031	0.035	0.053
Si	14.952	6.771	16.567	-0.007	-0.03	0.042
Si	12.225	9.52	16.532	-0.004	0.015	0.017
Si	14.951	12.255	16.521	0.007	-0.031	0.009
Si	2.722	-0.03	17.922	-0.081	0.018	0.009
Si	5.401	2.761	17.942	0.036	-0.031	0.075
Si	2.675	5.427	17.899	0.046	-0.061	-0.031
Si	5.465	8.141	17.888	-0.024	0.08	0.06
Si	2.726	10.913	17.821	0.062	0.045	0.086
Si	5.43	13.597	17.923	-0.023	-0.004	0.016
Si	8.175	-0.007	17.849	-0.01	0.019	0.068
Si	10.874	2.742	17.99	-0.023	-0.028	-0.011
Si	8.177	5.429	17.948	-0.096	0.028	-0.019
Si	10.859	8.185	17.923	0.02	-0.079	0.093
Si	8.131	10.936	17.917	0.094	-0.048	0.006
Si	10.879	13.586	17.916	0	0.05	0.06
Si	13.531	0.064	17.935	0.093	-0.033	0.008
Si	-0.031	2.666	17.956	-0.051	0.029	0.097
Si	13.601	5.406	17.962	-0.045	0.012	0.132
Si	-0.004	8.108	17.958	-0.029	0.016	-0.057
Si	13.602	10.877	17.884	-0.01	0.025	-0.022
Si	-0.045	13.667	17.872	0.071	-0.04	0.083
Si	1.335	1.272	19.319	-0.001	-0.057	-0.136
Si	3.972	4.098	19.336	-0.045	-0.064	-0.035
Si	1.341	6.712	19.339	-0.05	-0.034	0.03
Si	4.076	9.539	19.185	0.027	0.014	-0.202
Si	1.427	12.359	19.168	0.076	0.033	-0.186
Si	4.082	14.941	19.315	-0.074	-0.054	-0.065
Si	6.874	1.4	19.207	0.065	0.021	-0.266
Si	9.54	4.117	19.38	0.015	0.074	0
Si	6.805	6.778	19.309	0.034	0.033	-0.064
Si	9.512	9.599	19.279	-0.002	0.063	-0.14
Si	6.779	12.271	19.339	0.021	-0.023	-0.033
Si	9.477	14.936	19.268	-0.091	-0.028	-0.029
Si	12.192	1.376	19.404	0.041	-0.002	-0.002
Si	14.913	3.981	19.385	-0.075	-0.045	-0.005
Si	12.227	6.813	19.305	0.089	0.07	-0.129
Si	14.955	9.526	19.256	-0.098	-0.048	-0.03
Si	12.278	12.236	19.284	0.018	-0.026	-0.048
Si	14.881	15.007	19.271	-0.015	0.009	-0.147
Si	-0.07	-0.061	20.698	0.06	0.012	0.266
Si	2.635	2.63	20.712	0.056	0.096	0.227
Si	0.003	5.3	20.755	-0.084	-0.077	0.124
Si	2.751	8.16	20.54	0.003	0.104	0.186
Si	0.066	10.969	20.404	0.066	-0.055	0.232
Si	2.686	13.653	20.748	-0.059	0.036	0.234
Si	5.564	-0.01	20.494	0.059	0.012	0.19
Si	8.17	2.726	20.692	0.024	-0.138	0.149
Si	5.367	5.461	20.683	-0.041	0.133	0.22
Si	8.152	8.244	20.613	-0.067	-0.045	0.172
Si	5.359	10.904	20.624	-0.077	-0.058	0.182
Si	8.171	13.58	20.741	0.088	0.082	0.257
Si	10.775	-0.016	20.673	-0.086	-0.062	0.166
Si	13.526	2.649	20.905	0.108	0.077	0.209
Si	10.903	5.494	20.765	0.027	0.06	0.202
Si	13.6	8.194	20.673	-0.044	0.001	0.196
Si	10.941	10.891	20.676	0.005	-0.07	0.24
Si	13.557	13.667	20.664	-0.033	-0.057	0.304
Si	1.024	14.726	22.14	0.142	0.076	0.304
Si	4.403	1.491	21.798	-0.085	-0.098	0.332
Si	0.95	3.569	22.15	0.321	0.106	0.243
Si	4.286	7.149	22.008	-0.061	-0.089	0.312
Si	1.57	9.771	21.735	-0.119	-0.076	0.25
Si	3.746	11.964	22.005	0.076	0.047	0.445
Si	7.054	15.262	21.995	-0.193	-0.188	0.388
Si	9.272	1.152	22.101	0.087	0.113	0.281
Si	6.496	3.81	21.913	-0.074	0.172	0.568
Si	9.777	7.209	21.962	-0.146	-0.023	0.195
Si	6.52	9.354	21.928	0.076	-0.063	0.207
Si	9.786	12.389	22.062	-0.014	0.007	0.205
Si	11.857	14.724	22.021	0.075	-0.106	0.041
Si	15.064	1.307	22.215	-0.101	0.013	0.067
Si	12.478	4.395	22.201	-0.116	0.022	0.314
Si	14.748	6.573	21.936	0.08	0.053	0.249
Si	12.073	9.352	22.116	0.092	-0.059	0.142
Si	15.271	12.478	21.766	-0.116	-0.027	0.222
Si	11.384	4.492	25.187	-0.059	0.179	0.499
Si	6.702	4.892	24.853	-0.148	-0.16	0.452
Si	11.07	13.723	27.372	-0.099	0.09	0.068
Si	12.695	5.06	27.91	0.029	0.084	0.068
Si	8.15	16.028	29.741	-0.253	0.172	-0.563
Si	5.388	4.286	30.811	0.164	-0.096	-0.653
Si	11.314	11.616	29.783	-0.064	-0.01	-0.561
Si	3.862	12.815	25.05	-0.135	0.027	0.493
Si	3.88	7.966	27.555	0.111	0.077	0.182
Si	13.834	7.811	27.552	-0.212	0.063	0.039
Si	13.079	2.261	29.029	0.267	0.002	-0.448
Si	14.049	11.99	31.049	-0.16	0.114	-0.651
Si	-0.225	1.966	29.119	-0.055	0.025	-0.394
Si	0.985	4.173	27.408	-0.03	0.021	0.179
Si	9.69	1.911	25.147	-0.118	-0.061	0.501
Si	6.908	2.44	29.054	0.125	0.025	-0.223
Si	2.375	3.684	24.932	-0.091	-0.162	0.564
Si	2.99	15.638	30.034	0.049	-0.004	-0.612
Si	0.017	7.021	26.549	-0.019	-0.135	0.287
Si	14.05	10.633	24.12	-0.063	0.146	0.304
Si	11.196	9.069	28.059	0.085	0.033	-0.136
Si	2.851	5.641	29.369	-0.008	0.026	-0.394
Si	1.953	15.185	25.11	0.021	-0.221	0.454
Si	4.047	0.993	24.663	0.129	0.025	0.572
Si	6.593	2.078	26.02	0.02	0.054	0.367
Si	8.734	9.261	26.516	0.139	-0.175	0.301
Si	1.54	13.357	31.751	0.014	0.031	-0.396
Si	-1.067	13.457	28.553	0.101	0.056	-0.233
Si	6.301	12.193	29.042	-0.043	0.146	-0.303
Si	13.544	13.158	25.875	-0.234	0.112	0.491
Si	12.066	2.172	32.012	-0.003	0.154	-0.372
Si	8.408	11.126	31.084	-0.067	0.282	-0.6
Si	10.653	6.415	29.633	-0.103	-0.015	-0.531
Si	6.491	13.953	24.776	0.079	0.226	0.608
Si	1.855	4.747	31.864	-0.154	0.209	-0.404
Si	5.659	14.472	30.853	-0.002	0.11	-0.606
Si	7.232	8.376	31.714	-0.062	0.065	-0.374
Si	7.868	5.212	29.498	0.035	-0.259	-0.445
Si	12.255	7.748	31.976	0.009	-0.121	-0.279
Si	9.833	-0.074	32.062	-0.139	-0.215	-0.517
Si	3.778	11.054	27.589	0.07	-0.071	0.115
Si	6.889	7.801	28.575	0.03	-0.074	-0.415
Si	14.987	9.153	31.384	0.338	-0.179	-0.369
Si	8.06	14.253	27.27	0.132	-0.009	0.306
Si	0.858	15.702	27.894	0.026	0.009	0.111
Si	1.194	11.661	29.091	0.061	-0.188	-0.521
Si	11.795	0.35	26.82	-0.131	-0.146	0.361
Si	7.914	11.146	24.191	0.037	-0.185	0.322
Si	3.962	6.319	24.929	0.117	0.068	0.489
Si	13.54	15.809	24.386	0.023	-0.091	0.56
Si	1.864	1.869	31.319	0.003	-0.14	-0.665
Si	-0.146	8.396	24.059	0.217	-0.133	0.305
Si	-0.096	8.771	28.957	0.065	-0.047	-0.335
Si	9.148	6.535	24.86	0.077	0.032	0.538
Si	1.358	14.958	5.555	-0.005	0.012	-0.035
Si	4.073	1.348	5.566	-0.014	-0.003	-0.031
Si	1.362	4.057	5.589	-0.015	-0.027	0.013
Si	4.117	6.795	5.562	-0.021	0.023	-0.022
Si	1.352	9.554	5.594	0.038	0.027	0.006
Si	4.095	12.22	5.554	-0.012	-0.009	-0.052
Si	6.781	14.968	5.534	-0.009	-0.004	-0.032
Si	9.501	1.362	5.505	-0.002	0.048	-0.07
Si	6.777	4.099	5.527	0.017	-0.056	-0.066
Si	9.475	6.812	5.545	-0.003	-0.035	-0.055
Si	6.797	9.515	5.512	-0.001	0.002	-0.061
Si	9.519	12.237	5.529	0.019	0.002	-0.04
Si	12.189	14.978	5.526	0.039	-0.029	-0.043
Si	14.938	1.353	5.594	-0.019	-0.043	0
Si	12.205	4.076	5.542	0.022	0.034	-0.043
Si	14.915	6.798	5.59	-0.038	-0.007	0.045
Si	12.212	9.533	5.563	-0.031	-0.006	-0.022
Si	14.956	12.255	5.566	-0.022	0.04	-0.034
Si	2.712	-0.008	6.939	0.003	0.01	-0.009
Si	5.434	2.729	6.914	0.002	-0.016	0.011
Si	2.729	5.443	6.931	-0.01	-0.005	-0.018
Si	5.456	8.17	6.926	-0.015	-0.016	0.018
Si	2.727	10.895	6.952	-0.023	-0.026	0.032
Si	5.438	13.602	6.919	-0.007	0.004	0.005
Si	8.146	0.01	6.9	0.002	-0.013	0.002
Si	10.848	2.714	6.909	0.009	-0.019	0.002
Si	8.132	5.445	6.917	-0.007	0.025	0.03
Si	10.846	8.164	6.921	0.034	0.012	0.006
Si	8.152	10.877	6.898	0.004	0.002	-0.001
Si	10.858	13.606	6.913	0.005	0.003	0.008
Si	13.563	-0.014	6.93	0.035	0.003	0.008
Si	-0.013	2.71	6.956	0.001	0.015	0.013
Si	13.552	5.433	6.942	-0.004	0.059	-0.003
Si	-0.015	8.164	6.937	0.027	-0.034	-0.015
Si	13.584	10.891	6.927	0.001	-0.003	0.001
Si	-0.009	13.614	6.939	-0.03	0.001	-0.001
Si	1.351	1.349	8.316	-0.041	-0.035	0.007
Si	4.078	4.079	8.303	-0.02	-0.004	-0.001
Si	1.357	6.803	8.299	0	0.027	0.001
Si	4.083	9.518	8.307	-0.029	-0.002	-0.004
Si	1.354	12.254	8.312	0.035	0.017	0.001
Si	4.078	14.956	8.303	0	0.012	0.002
Si	6.795	1.369	8.287	0.007	0.021	-0.003
Si	9.495	4.082	8.287	0.005	0.003	-0.011
Si	6.795	6.805	8.308	0.009	0.004	0.005
Si	9.501	9.528	8.296	0.01	-0.001	-0.004
Si	6.798	12.238	8.286	-0.02	-0.006	-0.005
Si	9.498	14.968	8.284	-0.003	-0.01	0.003
Si	12.211	1.362	8.293	0.007	0.004	-0.008
Si	14.936	4.084	8.305	0.038	0.02	0.004
Si	12.202	6.806	8.303	-0.015	-0.045	0.014
Si	14.941	9.526	8.303	-0.015	-0.009	0.005
Si	12.224	12.254	8.295	0.034	0.01	0
Si	14.936	14.96	8.306	-0.015	-0.018	0.006
Si	-0.021	-0.003	9.68	0.008	0.015	0.001
Si	2.712	2.722	9.676	0.007	0.008	0.003
Si	-0.013	5.446	9.669	-0.007	-0.002	0.007
Si	2.714	8.161	9.677	0	-0.011	0.011
Si	-0.012	10.884	9.676	-0.002	-0.01	0
Si	2.714	13.608	9.684	-0.025	-0.001	0.005
Si	5.436	0.01	9.666	-0.007	-0.018	-0.007
Si	8.144	2.727	9.672	0.004	-0.013	0
Si	5.432	5.444	9.678	-0.012	0.01	0.004
Si	8.153	8.165	9.679	-0.003	-0.01	0.004
Si	5.439	10.885	9.674	0.004	-0.002	-0.01
Si	8.148	13.605	9.664	0.003	0.003	-0.002
Si	10.855	0.004	9.668	0.011	-0.001	0.001
Si	13.574	2.721	9.67	0.003	-0.005	0.002
Si	10.851	5.439	9.671	0.008	0.022	0.001
Si	13.577	8.163	9.671	0.02	0.011	0.003
Si	10.868	10.887	9.667	-0.007	0.005	-0.007
Si	13.582	13.601	9.681	0.009	-0.009	0.009
Si	1.344	14.963	11.053	0.007	-0.007	0.005
Si	4.076	1.367	11.047	-0.01	0.003	-0.002
Si	1.346	4.085	11.044	-0.014	0.001	0.002
Si	4.069	6.799	11.054	-0.008	-0.004	-0.002
Si	1.348	9.52	11.049	0.009	0	-0.001
Si	4.075	12.243	11.049	-0.009	-0.001	-0.002
Si	6.792	14.969	11.041	-0.005	-0.003	-0.001
Si	9.504	1.369	11.047	-0.006	0.002	-0.002
Si	6.789	4.086	11.054	0	0.007	-0.003
Si	9.507	6.803	11.053	-0.002	-0.006	0.006
Si	6.791	9.522	11.05	-0.004	0.008	-0.004
Si	9.511	12.249	11.04	0.004	-0.007	-0.007
Si	12.22	14.969	11.044	0.006	0.001	-0.001
Si	14.941	1.367	11.043	0.005	-0.018	0.003
Si	12.217	4.084	11.044	0.002	0.002	0.004
Si	14.943	6.804	11.043	0.007	0.008	0.004
Si	12.224	9.526	11.047	0.007	-0.003	-0.003
Si	14.945	12.241	11.053	0.001	-0.002	0.003
Si	2.704	0.014	12.415	-0.004	-0.017	-0.006
Si	5.43	2.725	12.43	-0.012	-0.005	0.006
Si	2.707	5.437	12.427	0.001	0.014	0.003
Si	5.429	8.161	12.424	0.002	-0.003	-0.003
Si	2.712	10.881	12.42	-0.006	0.005	-0.008
Si	5.433	13.611	12.417	-0.004	-0.002	-0.004
Si	8.146	0.012	12.421	0.008	-0.008	-0.006
Si	10.861	2.729	12.425	0.001	-0.012	0.001
Si	8.149	5.446	12.43	0.002	0.006	-0.001
Si	10.874	8.158	12.424	-0.004	0.009	-0.001
Si	8.159	10.882	12.412	-0.011	0.009	-0.011
Si	10.863	13.611	12.421	0.011	-0.01	0.006
Si	13.582	0.009	12.415	0.007	0.021	-0.006
Si	-0.02	2.73	12.415	0.015	0	0.002
Si	13.582	5.443	12.416	0.007	-0.005	-0.002
Si	-0.014	8.156	12.424	-0.01	0.005	0.002
Si	13.584	10.881	12.428	0.005	-0.015	-0.001
Si	-0.014	13.601	12.427	-0.007	-0.003	0.001
Si	1.342	1.374	13.786	-0.019	0.017	-0.004
Si	4.064	4.077	13.808	0.011	-0.006	-0.001
Si	1.342	6.79	13.803	0.005	-0.003	-0.003
Si	4.067	9.518	13.796	-0.004	-0.001	-0.003
Si	1.352	12.239	13.796	0.03	-0.025	-0.004
Si	4.07	14.979	13.783	-0.025	0.014	-0.007
Si	6.796	1.372	13.807	0.006	-0.01	-0.004
Si	9.509	4.09	13.809	-0.002	0.012	0.004
Si	6.79	6.807	13.802	-0.031	0.016	-0.003
Si	9.514	9.521	13.789	0.013	-0.01	-0.009
Si	6.802	12.247	13.776	0.013	-0.028	-0.007
Si	9.508	14.977	13.794	-0.033	0.017	0.003
Si	12.23	1.373	13.79	0.011	-0.037	0
Si	14.936	4.083	13.792	-0.007	0.016	0
Si	12.23	6.796	13.804	0.016	0.006	0.003
Si	14.942	9.512	13.801	0.012	0.016	-0.01
Si	12.225	12.252	13.796	-0.016	0.015	-0.001
Si	14.941	14.971	13.788	0.014	-0.025	0.001
Si	-0.028	0.024	15.154	0.028	-0.014	-0.011
Si	2.697	2.715	15.181	-0.003	-0.018	0.007
Si	-0.02	5.423	15.176	-0.016	0.007	-0.019
Si	2.703	8.156	15.171	0.014	0.017	0.004
Si	-0.013	10.874	15.166	-0.027	-0.019	0.011
Si	2.712	13.619	15.15	-0.02	-0.017	-0.005
Si	5.422	0.015	15.168	-0.009	-0.024	0.008
Si	8.155	2.732	15.189	-0.036	-0.023	0
Si	5.431	5.442	15.171	0.014	0.012	-0.002
Si	8.161	8.164	15.169	-0.004	0.018	-0.001
Si	5.451	10.879	15.143	-0.012	0.037	-0.008
Si	8.146	13.611	15.157	0.024	-0.01	-0.011
Si	10.875	0.017	15.163	0.017	0.033	-0.018
Si	13.575	2.734	15.174	0.017	0	-0.026
Si	10.873	5.442	15.19	-0.013	-0.004	-0.003
Si	13.595	8.144	15.184	-0.01	0	0.011
Si	10.866	10.884	15.162	-0.003	-0.026	-0.004
Si	13.58	13.621	15.169	0.021	0.003	0.004
O	5.621	2.906	29.944	-0.199	-0.022	0.428
O	13.412	3.783	28.579	0.052	-0.174	-0.166
O	8.285	15.585	28.181	0.047	0.018	0.178
O	1.383	15.458	23.607	-0.452	-0.207	-0.673
O	11.919	13.229	26.071	-0.061	-0.224	-0.136
O	7.934	7.149	32.536	-0.107	-0.291	0.27
O	0.336	13.987	32.657	-0.14	0.252	-0.076
O	2.631	10.822	22.441	-0.047	0.055	-0.34
O	7.47	14.726	25.833	0.034	0.244	-0.542
O	14.591	11.49	22.867	-0.142	-0.033	-0.017
O	8.901	6.687	23.264	-0.047	0.082	-0.469
O	6.818	2.381	33.393	0.159	-0.145	0.531
O	2.341	4.612	28.208	0.227	-0.073	0.039
O	2.76	5.613	32.918	0.426	0.031	0.174
O	0.57	0.96	28.118	0.35	0.025	0.034
O	3.507	6.695	23.411	-0.193	0.06	-0.365
O	4.012	0.538	23.103	0.105	0.109	-0.577
O	9.788	10.711	33.689	0.048	-0.319	0.221
O	1.623	4.113	23.559	-0.176	0.294	-0.503
O	15.138	9.529	24.609	-0.008	0.095	-0.122
O	2.315	15.331	28.562	0.075	-0.23	0.131
O	-0.037	3.44	28.438	0.128	-0.039	0.227
O	13.633	5.523	22.559	0.195	-0.264	-0.55
O	-0.166	2.462	22.73	0.235	-0.028	-0.422
O	13.034	0.227	25.76	0.123	-0.143	-0.599
O	9.604	5.227	33.391	-0.065	0.094	0.438
O	11.565	3.565	32.71	-0.249	-0.093	0.295
O	10.392	14.885	32.736	-0.131	-0.095	0.094
O	5.527	14.373	32.465	-0.162	-0.316	0.522
O	3.362	9.494	27.652	-0.271	-0.087	0.09
O	0.378	1.914	30.631	0.067	0.035	0.394
O	13.547	8.426	31.281	-0.05	-0.19	0.326
O	13.447	1.617	32.666	-0.027	-0.138	0.042
O	0.007	13.478	22.588	-0.085	0.114	-0.601
O	14.333	12.191	32.634	0.249	0.155	0.478
O	12.677	9.916	23.573	-0.158	-0.03	-0.182
O	10.636	5.938	25.116	0.279	-0.062	-0.136
O	13.853	11.647	25.384	0.296	-0.354	-0.345
O	1.822	1.336	32.851	0.173	-0.052	0.55
O	5.458	7.928	27.862	-0.044	-0.016	-0.173
O	9.597	15.935	30.473	0.251	-0.038	0.559
O	8.029	12.086	32.37	-0.049	-0.098	0.636
O	14.677	8.934	28.393	0.218	0.173	-0.047
O	5.569	6.051	24.91	0.073	0.213	0.113
O	7.06	4.43	23.336	0.251	-0.288	-0.404
O	-1.301	15.953	33.391	-0.267	0.227	0.598
O	11.496	15.283	27.642	0.029	0.162	0.137
O	11.207	8.887	32.496	-0.028	0.236	0.133
O	12.434	11.907	30.907	0.105	-0.09	0.376
O	7.144	15.015	30.499	-0.046	0.024	0.406
O	7.057	12.484	24.42	-0.218	-0.267	-0.297
O	2.539	3.357	31.31	0.059	0.07	0.112
O	11.36	12.829	28.695	0.137	0.097	0.15
O	1.689	5.704	30.526	-0.129	-0.308	0.273
O	5.102	4.054	32.389	-0.073	0.115	0.424
O	12.298	15.573	23.364	-0.147	0.03	-0.316
O	13.56	6.392	28.33	0.162	0.016	-0.111
O	10.444	0.742	26.003	-0.017	-0.301	-0.325
O	12.423	8.495	27.139	0.178	0.078	0.086
O	0.226	5.431	26.704	-0.084	0.104	-0.128
O	9.256	5.759	30.131	0.123	0.315	0.51
O	3.129	7.093	28.701	-0.218	-0.161	0.201
O	2.521	12.492	32.698	0.215	-0.139	0.314
O	0.565	7.673	27.949	0.182	0.05	0.017
O	3.41	2.477	24.706	0.104	0.086	-0.26
O	7.114	10.062	23.287	-0.023	0.065	-0.228
O	14.82	10.608	30.658	0.153	0.084	0.258
O	11.729	10.19	29.095	0.092	0.154	0.23
O	9.888	1.751	23.532	-0.228	0.058	-0.752
O	10.906	1.094	32.305	-0.151	0.002	-0.012
O	15.378	7.196	23.321	0.172	-0.012	-0.008
O	9.5	13.553	27.005	-0.151	-0.177	-0.346
O	6.787	8.031	30.179	0.114	-0.037	0.456
O	8.144	0.043	22.594	-0.097	0.062	-0.368
O	2.321	14.625	31.104	0.093	-0.248	0.635
O	4.079	10.538	33.375	0.008	0.023	0.479
O	8.322	9.583	31.592	0.193	-0.215	-0.018
O	2.697	11.878	28.497	-0.013	0.277	-0.047
O	-0.781	9.355	32.892	-0.025	-0.18	0.412
O	5.55	1.054	25.303	-0.217	0.001	-0.568
O	6.442	1.84	27.623	-0.055	-0.191	-0.113
O	12.233	13.343	33.605	0.002	-0.17	0.283
O	5.274	11.253	28.204	-0.033	-0.209	0.145
O	1.062	12.32	30.574	0.104	0.271	0.705
O	14.62	0.44	23.595	0.194	0.146	-0.245
O	5.441	8.232	22.529	-0.025	-0.086	-0.272
O	0.092	12.388	28.134	-0.069	-0.041	-0.106
O	12.555	4.729	26.315	0.024	-0.252	-0.214
O	10.166	9.81	27.061	-0.325	-0.008	-0.083
O	12.726	6.958	33.298	-0.086	-0.213	0.263
O	10.84	13.551	22.644	0.039	0.204	-0.591
O	2.766	0.884	30.39	0.079	0.201	0.367
O	0.74	7.721	25.277	-0.141	0.016	-0.328
O	4.242	12.442	23.516	0.291	0.127	-0.597
O	8.11	1.812	25.519	0.049	0.054	-0.139
O	0.501	4.215	32.603	-0.193	0.147	0.479
O	5.422	2.647	22.448	-0.243	-0.106	-0.427
O	-0.365	14.925	28.653	-0.028	-0.137	0.132
O	8.437	0.419	32.745	-0.133	-0.063	0.072
O	8.99	7.967	25.589	0.153	-0.251	-0.435
O	6.302	14.768	23.389	-0.008	0.077	-0.523
O	10.327	3.332	25.646	-0.152	0.191	-0.061
O	12.187	1.491	27.91	-0.2	-0.019	0.105
O	1.391	3.208	26.158	0.102	-0.153	-0.264
O	5.462	13.003	30.174	-0.406	0.112	0.093
O	0.899	9.072	23.047	-0.209	0.012	0.012
O	14.527	1.541	29.204	-0.052	-0.089	-0.023
O	3.979	-0.147	33.445	-0.244	-0.007	0.328
O	10.452	7.837	28.834	-0.347	-0.132	0.08
O	9.297	11.569	23.431	-0.02	-0.085	-0.39
O	11.962	4.018	23.744	0.267	-0.091	-0.723
O	14.767	5.281	33.588	-0.045	-0.139	0.634
O	8.115	10.476	25.661	-0.357	0.491	-0.465
O	14.163	13.433	27.358	-0.218	0.135	-0.142
O	7.374	11.272	29.825	0.25	-0.182	0.234
O	8.064	5.502	25.486	0.118	-0.212	-0.241
O	5.068	13.79	25.559	0.052	0.27	-0.127
O	12.25	2.334	30.412	-0.41	-0.051	0.616
O	14.746	7.339	26.293	0.19	0.081	-0.354
O	1.292	7.787	33.485	0.152	0.144	0.664
O	7.428	6.273	28.332	-0.022	0.002	-0.027
O	0.841	15.346	26.304	-0.091	-0.139	-0.406
O	3.187	4.992	25.436	-0.177	-0.101	0.148
O	7.061	13.198	28.003	-0.122	-0.047	0.252
O	14.086	14.315	24.843	-0.073	0.257	-0.272
O	10.914	8.257	22.607	-0.09	-0.232	-0.264
O	7.945	3.704	28.846	0.173	0.099	-0.121
O	6.781	5.14	30.704	-0.033	0.093	0.211
O	2.467	13.638	25.158	-0.04	-0.065	-0.105
O	-0.249	8.278	30.506	-0.349	-0.032	0.354
O	0.853	10.078	28.999	0	-0.094	0.118
O	9.868	11.52	30.49	-0.288	-0.037	0.455
O	3.741	11.518	26.028	-0.05	-0.001	-0.497
O	5.887	8.838	32.528	-0.236	-0.164	0.393
O	4.243	5.154	30.052	0.195	0.143	0.348
O	6.19	3.631	25.747	0.139	0.113	-0.372
O	3.147	-0.088	25.479	0.253	0.053	-0.152
O	3.624	7.467	26.033	0.052	-0.144	-0.423
O	7.671	1.252	29.841	0.079	-0.034	0.185
O	14.571	13.138	29.999	-0.193	-0.021	0.331
O	11.232	5.301	28.588	-0.275	-0.118	-0.138
O	4.601	15.437	30.056	-0.034	0.108	0.325
O	11.59	6.706	30.918	0.359	0.145	0.626
O	7.832	8.889	27.816	-0.01	-0.028	0.146

Results
total energy: -101658.519 eV
total energy less fixed offsets of O -438.35, Si -107.03 eV per atom: -5.319 eV
